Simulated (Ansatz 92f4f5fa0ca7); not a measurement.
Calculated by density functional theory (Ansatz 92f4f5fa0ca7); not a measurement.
Periodic cell of 282 atoms, Si194O88, from a study of silicon, its oxide and their interface. The atomic structure is a simulated model.
Doubt: the cutoff is far below the 930 eV that the study's wrapper takes by default for these files, so forces and energies are approximate.
This geometry differs little from another in the collection (a relaxation step or a small displacement).

Settings: functional PBE; potential files Ansatz PAW; basis plane waves; wave-function cutoff 580 eV; density cutoff ratio 5; exchange-correlation grid ratio 1; k mesh 1 x 1 x 1, Gamma-centred; self-consistency stop 5e-08 eV per atom in the density residual; occupations fixed; spin none; net charge 0.

Cell vectors (angstrom)
a, 11.6015, 0, 0
b, 0, 10.938, 0
c, 0, 0, 40.5161

Atoms and the computed forces on them: element, x, y, z (angstrom), force x, y, z (eV/angstrom)
Si, 0, 0, 0.9665, 0.0028, 0.0578, -0.0137
Si, 3.8672, 0, 0.9665, -0.0037, 0.0065, 0.0075
Si, 7.7343, 0, 0.9665, -0.0079, 0.0461, 0.0017
Si, 1.9336, 1.3673, 0.9665, 0.0068, -0.0421, 0.0009
Si, 5.8008, 1.3673, 0.9665, -0.004, -0.0161, 0.0069
Si, 9.6679, 1.3673, 0.9665, 0.0041, -0.0631, -0.0091
Si, 0, 5.469, 0.9665, 0.0043, 0.0632, -0.0035
Si, 3.8672, 5.469, 0.9665, 0.0067, 0.0186, 0.0012
Si, 7.7343, 5.469, 0.9665, -0.0061, 0.0322, 0.008
Si, 1.9336, 6.8362, 0.9665, 0.0061, -0.036, -0.0076
Si, 5.8008, 6.8362, 0.9665, -0.0044, -0.0098, 0.0065
Si, 9.6679, 6.8362, 0.9665, -0.0073, -0.0544, 0.0004
Si, 1.9336, 2.7345, 39.549, 0.0069, 0.0448, -0.015
Si, 5.8008, 2.7345, 39.549, -0.0031, -0.01, 0.024
Si, 9.6679, 2.7345, 39.549, -0.0111, 0.0888, -0.0374
Si, 0, 4.1018, 39.549, 0.0024, -0.078, -0.0262
Si, 3.8672, 4.1018, 39.549, -0.0073, 0.0019, 0.0271
Si, 7.7343, 4.1018, 39.549, -0.0031, -0.0019, 0.0253
Si, 1.9336, 8.2035, 39.549, -0.0084, 0.027, 0.0156
Si, 5.8008, 8.2035, 39.549, -0.0159, -0.0107, 0.0286
Si, 9.6679, 8.2035, 39.549, -0.0065, 0.0403, 0.005
Si, 0, 9.5708, 39.549, -0.0026, -0.0794, -0.0242
Si, 3.8672, 9.5708, 39.549, -0.0133, 0.012, 0.0179
Si, 7.7343, 9.5708, 39.549, -0.0093, -0.0426, -0.0075
Si, 0, 0, 4.8337, 0.0033, 0.0126, 0.0547
Si, 3.8672, 0, 4.8337, -0.0068, 0.0626, -0.0926
Si, 7.7343, 0, 4.8337, 0.0819, 0.0409, 0.0454
Si, 1.9336, 1.3673, 4.8337, -0.0178, -0.1178, -0.0483
Si, 5.8008, 1.3673, 4.8337, 0.023, -0.0309, 0.0207
Si, 9.6679, 1.3673, 4.8337, -0.037, -0.0485, -0.029
Si, 0, 5.469, 4.8337, -0.0317, -0.0365, 0.0346
Si, 3.8672, 5.469, 4.8337, 0.048, 0.0547, -0.0813
Si, 7.7343, 5.469, 4.8337, -0.041, 0.0507, 0.1066
Si, 1.9336, 6.8362, 4.8337, -0.037, -0.0433, 0.0095
Si, 5.8008, 6.8362, 4.8337, 0.0458, -0.0742, -0.1846
Si, 9.6679, 6.8362, 4.8337, 0.068, 0.0249, 0.1725
Si, 1.9336, 2.7345, 2.9001, 0.0005, 0.0365, 0.0005
Si, 5.8008, 2.7345, 2.9001, 0.0054, 0.0191, 0.0081
Si, 9.6679, 2.7345, 2.9001, 0.0064, 0.0443, -0.0021
Si, 0, 4.1018, 2.9001, -0.0005, -0.041, -0.0135
Si, 3.8672, 4.1018, 2.9001, -0.0001, -0.0001, -0.0161
Si, 7.7343, 4.1018, 2.9001, 0.0179, -0.0469, 0.0143
Si, 1.9336, 8.2035, 2.9001, 0.0001, 0.0244, -0.0101
Si, 5.8008, 8.2035, 2.9001, -0.0038, -0.0021, -0.0176
Si, 9.6679, 8.2035, 2.9001, 0.0058, 0.0617, 0.0094
Si, 0, 9.5708, 2.9001, -0.0083, -0.0559, 0.0133
Si, 3.8672, 9.5708, 2.9001, 0.0149, -0.0032, -0.0096
Si, 7.7343, 9.5708, 2.9001, -0.0052, -0.0545, 0.0127
Si, 0.0185, 0.0197, 29.7161, 0.0115, 0.0148, 0.0282
Si, 3.9976, -0.1108, 30.1703, 0.0155, -0.0003, 0.0169
Si, 7.5876, 0.0311, 29.849, -0.0116, -0.0012, 0.0086
Si, 2.1386, 1.2742, 29.8429, 0.0084, -0.0063, 0.0119
Si, 5.7581, 1.4583, 30.2036, -0.0177, -0.0091, -0.0017
Si, 9.5822, 1.3161, 29.5545, 0.003, -0.0025, 0.0018
Si, 2.0844, 6.8875, 29.8934, 0.0012, -0.0135, 0.022
Si, 4.0134, 5.5044, 29.9882, -0.0059, 0.0114, 0.0096
Si, 9.1831, 5.754, 28.498, 0.0192, -0.005, 0.0153
Si, 0.446, 5.2131, 29.5962, 0.0093, 0.0169, -0.0163
Si, 5.877, 6.9259, 30.0927, -0.024, 0.0073, 0.0033
Si, 8.0807, 6.2674, 30.4673, 0.0057, -0.0102, -0.0047
Si, 1.9971, 2.6594, 31.7986, -0.0037, 0.0034, -0.012
Si, 5.8838, 2.9389, 31.9642, 0.0199, 0.0001, -0.0036
Si, 9.6712, 2.6972, 31.5995, 0.0017, 0.0109, -0.0085
Si, 0.0649, 4.0058, 31.6449, 0.0119, -0.0124, 0.005
Si, 3.8651, 4.1375, 31.911, -0.0053, -0.0022, -0.0139
Si, 7.8729, 4.2682, 31.8104, -0.0087, -0.005, -0.0016
Si, 1.7823, 8.1694, 31.8562, -0.0032, -0.0013, -0.0119
Si, 5.6644, 8.27, 31.9855, -0.0429, 0.0259, -0.0079
Si, 9.3551, 8.0499, 31.7413, -0.0089, 0.0076, 0.0001
Si, -0.1971, 9.4863, 31.6633, -0.0026, 0.0009, -0.0176
Si, 3.7068, 9.5162, 32.0384, 0.0294, -0.0213, -0.0171
Si, 7.595, 9.6286, 31.848, 0.006, -0.0068, -0.0053
Si, -0.0828, -0.0676, 33.645, -0.0015, 0.0083, 0.0084
Si, 3.84, 0.0689, 33.8294, -0.01, 0.0003, 0.0017
Si, 7.7185, 0.0569, 33.7539, -0.0033, 0.006, -0.0011
Si, 1.8658, 1.3271, 33.7375, 0.0219, -0.007, 0.0076
Si, 5.8045, 1.431, 33.7972, 0.0011, -0.006, 0.0043
Si, 9.6559, 1.3973, 33.6357, 0.0089, -0.0053, 0.0038
Si, -0.0353, 5.4095, 33.6369, -0.0045, 0.0088, 0.0093
Si, 3.836, 5.5047, 33.8094, 0.0096, 0.0097, 0.0098
Si, 7.7737, 5.461, 33.8368, -0.0003, 0.0023, 0.0058
Si, 1.8653, 6.8044, 33.7687, 0.003, -0.0042, -0.0024
Si, 5.8137, 6.8013, 33.8114, 0.0074, -0.0066, 0.0058
Si, 9.6633, 6.8467, 33.7578, 0.0084, 0.001, -0.0035
Si, 1.8683, 2.7243, 35.6672, -0.0005, -0.0015, 0.0018
Si, 5.7698, 2.757, 35.7262, -0.0041, 0.0004, 0.0017
Si, 9.6562, 2.7107, 35.6418, -0.0028, 0.0036, 0.0086
Si, -0.0441, 4.111, 35.6438, -0.0028, 0.0027, 0.0033
Si, 3.8148, 4.0878, 35.6954, -0.0006, 0.0006, 0.0101
Si, 7.7264, 4.0729, 35.7214, -0.0016, -0.0019, 0.004
Si, 1.9024, 8.2115, 35.6772, 0.003, -0.0033, 0.0095
Si, 5.8071, 8.2152, 35.699, -0.0005, -0.0038, 0.0075
Si, 9.6773, 8.2114, 35.6861, 0.0021, -0.0027, 0.0011
Si, -0.0192, 9.5935, 35.659, 0.0024, -0.0015, 0.004
Si, 3.8594, 9.5659, 35.6987, 0.0017, 0.0068, 0.0034
Si, 7.743, 9.5842, 35.67, -0.0008, 0.0001, 0.0094
Si, 0, 0, 37.6154, 0.003, 0.0931, -0.0579
Si, 3.8672, 0, 37.6154, -0.0127, -0.0004, 0.1188
Si, 7.7343, 0, 37.6154, 0.0417, 0.0451, -0.015
Si, 1.9336, 1.3673, 37.6154, -0.0917, -0.026, -0.0463
Si, 5.8008, 1.3673, 37.6154, -0.0414, -0.0878, 0.1577
Si, 9.6679, 1.3673, 37.6154, 0.0246, -0.0897, -0.1731
Si, 0, 5.469, 37.6154, -0.058, 0.0363, -0.2175
Si, 3.8672, 5.469, 37.6154, -0.1016, 0.0084, 0.0245
Si, 7.7343, 5.469, 37.6154, 0.045, 0.0456, 0.1391
Si, 1.9336, 6.8362, 37.6154, -0.0263, 0.0298, -0.0196
Si, 5.8008, 6.8362, 37.6154, 0.0417, -0.0213, 0.039
Si, 9.6679, 6.8362, 37.6154, 0.0015, -0.0186, 0.0195
Si, 1.9406, 2.7405, 6.7484, -0.0023, -0.0006, -0.0025
Si, 5.8142, 2.7273, 6.7738, -0.0052, 0.0019, -0.0055
Si, 9.6426, 2.7275, 6.7685, 0.0011, 0.0006, -0.0045
Si, -0.007, 4.082, 6.7684, -0.0114, 0.0082, -0.01
Si, 3.8662, 4.0816, 6.7379, -0.001, -0.0003, -0.0099
Si, 7.7365, 4.1144, 6.787, 0.0001, 0.005, -0.0024
Si, 1.9395, 8.2053, 6.7629, 0.001, -0.0029, -0.0082
Si, 5.8269, 8.2206, 6.7285, 0.0008, -0.0005, -0.0084
Si, 9.6984, 8.1913, 6.808, 0.002, -0.0072, -0.0022
Si, 0.0199, 9.5952, 6.7947, 0.0026, 0.0013, 0.0017
Si, 3.8801, 9.5514, 6.7381, -0.0028, -0.0032, 0.0037
Si, 7.7658, 9.5614, 6.7696, -0.0038, -0.0023, -0.0044
Si, 0.0364, 0.129, 8.6841, -0.0275, 0.0061, -0.0118
Si, 3.8943, -0.0353, 8.6599, -0.0084, 0.0136, -0.0033
Si, 7.7191, -0.0921, 8.7569, 0.0079, 0.0095, -0.0067
Si, 2.033, 1.4148, 8.6956, 0.021, -0.0124, -0.0003
Si, 5.822, 1.3157, 8.6833, -0.002, -0.0067, 0.0025
Si, 9.6327, 1.3604, 8.7065, 0.0191, -0.0062, 0.0128
Si, 0.0365, 5.4425, 8.6999, 0.0068, -0.0027, -0.0022
Si, 3.8815, 5.4563, 8.6394, 0.0012, -0.0035, 0.006
Si, 7.7364, 5.4706, 8.7457, -0.0007, 0.0003, -0.0004
Si, 1.9323, 6.8381, 8.6928, -0.0037, 0.0039, -0.0007
Si, 5.7949, 6.8008, 8.5915, 0.0069, 0.0112, -0.0008
Si, 9.7087, 6.8049, 8.766, -0.0063, -0.0005, -0.014
Si, 2.1484, 2.7922, 10.6357, 0.0011, 0.0042, 0.0042
Si, 5.8647, 2.6351, 10.6363, 0.0109, 0.003, 0.0133
Si, 9.701, 2.7907, 10.5863, -0.0101, -0.0124, 0.0002
Si, 0.1432, 3.9837, 10.561, 0.0012, 0.0163, 0.0226
Si, 4.079, 4.2378, 10.6535, -0.0071, -0.0104, 0.0029
Si, 7.7368, 4.0938, 10.6894, 0.0052, -0.0003, 0.0274
Si, 1.7807, 8.3038, 10.5612, 0.0148, -0.0075, 0.019
Si, 5.5995, 7.9344, 10.6175, 0.0127, -0.0072, 0.0035
Si, 9.7181, 8.3023, 10.6196, -0.0021, 0.026, 0.0039
Si, -0.0674, 9.8255, 10.6517, -0.011, -0.0038, 0.0152
Si, 3.818, 9.4795, 10.5427, -0.0294, -0.0013, -0.0023
Si, 7.6038, 9.2961, 10.6243, -0.0116, -0.012, 0.0024
Si, -0.0526, 0.3692, 12.645, -0.0021, -0.0061, -0.0235
Si, 2.1065, 1.3689, 12.5296, -0.0183, 0.0153, -0.0006
Si, 7.8442, -0.2426, 12.4537, 0.0273, 0.0179, 0.003
Si, 5.8776, 1.0818, 12.5198, -0.0103, 0.001, -0.0172
Si, 3.8882, -0.1779, 12.5015, 0.0063, -0.0068, 0.0009
Si, 9.4509, 1.4726, 12.491, -0.0067, -0.0149, -0.0193
Si, 0.3038, 5.0987, 12.6104, 0.0113, 0.0019, -0.0108
Si, 3.5226, 7.0474, 13.7117, 0.019, -0.0014, -0.0362
Si, 7.0379, 5.2294, 12.6981, -0.0355, -0.0059, -0.0628
Si, 1.4895, 7.1555, 12.5961, -0.0081, 0.022, -0.0001
Si, 4.9341, 6.0697, 12.0798, 0.0087, 0.0089, 0.0388
Si, 9.5475, 6.6515, 13.3068, 0.0003, -0.0043, -0.004
O, -10.9496, -2.7938, 13.6424, -0.0043, 0.0214, 0.0015
O, 11.4321, 8.8306, 16.0842, -0.0265, -0.0077, 0.0116
O, 9.9406, 7.0223, 14.8234, -0.0006, 0.0221, 0.0368
O, 8.7745, 2.3073, 13.796, -0.0272, 0.0069, 0.0043
O, 23.1146, 10.5876, 14.1427, 0.0007, -0.0068, 0.0176
O, 3.2013, -15.4919, 15.2039, -0.0025, -0.0235, 0.0336
O, 1.0916, 15.2582, 13.828, 0.0089, -0.014, 0.0092
O, 7.9344, -4.3945, 13.1204, 0.0354, 0.0211, 0.0092
O, 2.503, 13.0652, 13.9705, 0.0113, 0.0139, 0.0094
O, -1.5643, 7.6615, 12.1269, -0.0027, -0.0074, 0.0059
O, 6.0513, 1.8996, 13.9648, -0.0096, -0.0238, -0.0041
O, 7.0381, 15.2508, 14.0666, 0.0008, 0.0035, 0.0028
O, 8.8822, 4.1819, 28.1105, -0.0033, -0.0039, 0.0062
O, 4.4173, 9.9794, 28.787, 0.006, -0.0035, -0.0052
O, 2.7236, 2.1782, 28.5464, 0.0121, 0.0173, -0.0134
O, 1.9744, 7.935, 28.6028, -0.0154, 0.0236, -0.0196
O, -4.4859, 10.0666, 28.5068, -0.0066, -0.0082, -0.0117
O, 11.6717, 9.8821, 28.451, 0.0111, -0.0314, -0.0204
O, 0.8167, 4.2912, 28.263, -0.0111, 0.0028, -0.0125
O, -0.921, -4.9262, 29.1554, -0.0053, -0.0024, 0.0032
O, 15.9389, 24.8456, 26.5772, 0.0087, 0.0035, -0.0215
O, 3.9871, -6.3707, 28.6168, 0.0083, -0.0159, -0.0098
O, 11.6086, 7.8604, 26.7977, 0.0002, -0.0063, 0.0074
O, -5.7536, 7.7207, 28.6345, 0.0046, 0.0083, -0.0109
Si, 3.2649, 5.3725, 16.468, -0.0158, 0.0047, -0.0157
Si, 10.0992, 7.8891, 16.1851, 0.0114, -0.0102, -0.006
Si, 4.8003, 3.2685, 25.0618, 0.0085, -0.0145, 0.0012
Si, 7.3188, 10.1201, 23.6058, 0.0022, 0.0013, -0.0102
Si, -2.2767, 2.6892, 27.5641, -0.0018, 0.0017, -0.0088
Si, -0.9157, 5.6089, 18.2865, 0.0024, 0.0084, 0.0065
Si, 11.9632, 3.5384, 22.269, 0.0008, -0.0016, -0.0042
Si, 1.8742, 5.3777, 19.1677, 0.0025, 0.0069, -0.0052
Si, 7.6419, 1.8341, 24.972, 0.0014, 0.009, 0.0029
Si, 9.6889, 8.0745, 23.2859, -0.0015, 0.0001, 0.0019
Si, 13.6064, 2.4309, 24.6596, -0.0016, 0.0042, -0.0024
Si, 1.0007, 8.816, 27.6338, -0.0025, -0.0004, 0.0069
Si, 2.2124, 10.2442, 25.1616, 0.0037, -0.0016, -0.0073
Si, 0.6797, 9.3001, 14.7795, 0.0209, -0.0078, -0.0262
Si, -0.2398, 13.8439, 17.0819, -0.0044, -0.0093, -0.0014
Si, 1.405, 13.3282, 19.5896, -0.0023, 0.0016, 0.0073
Si, 5.697, 0.1004, 21.0482, 0.0073, -0.0002, -0.0044
Si, 5.7284, 9.2624, 28.1208, 0.0067, -0.0052, 0.0179
Si, 4.6384, 9.1185, 19.0107, 0.0024, 0.0021, 0.0012
Si, 8.8597, 3.2108, 22.4451, 0.0015, -0.0018, 0.0009
Si, 4.8677, 6.1012, 23.8349, 0.0015, 0, -0.0127
Si, 0.9857, 8.9334, 22.6427, 0.0016, -0.0003, -0.0041
Si, 7.4231, 2.3004, 19.8494, 0.0043, 0.0009, 0.0038
Si, 8.0907, 10.0257, 15.5235, 0.0052, -0.0097, -0.0158
Si, 4.0966, 3.0033, 28.1621, -0.0151, -0.0003, 0.0147
Si, 3.665, 9.3268, 14.3755, 0.0087, -0.0113, -0.0087
Si, 2.7653, -0.2772, 20.7075, -0.002, -0.0003, -0.0003
Si, 7.3391, 2.7672, 14.4799, 0.0273, 0.0155, -0.0144
Si, 1.7331, 3.244, 14.8665, 0.0099, 0.0052, -0.0169
Si, 7.5513, 6.0161, 22.1677, 0.0028, 0.0042, -0.0051
Si, 2.3108, 6.0886, 21.9911, 0.0009, -0.0006, -0.0052
Si, 4.951, 8.88, 25.0449, 0.0006, 0.0128, 0.0011
Si, 0.305, 4.012, 26.7259, 0.0043, -0.0163, 0.0022
Si, 8.4434, 1.7294, 16.997, -0.0091, 0.0041, 0.015
Si, 10.5491, 6.8221, 26.1561, 0.0003, 0.0132, -0.0185
Si, 5.65, 6.6777, 17.5631, -0.0089, -0.0031, 0.0103
Si, 5.2224, 9.2659, 16.1128, -0.015, 0.0113, 0.0032
Si, 7.7229, 5.2902, 19.2384, 0.0021, 0.0027, 0.0088
O, 0.5276, 2.5348, 15.6986, -0.015, 0.0001, 0.0146
O, 10.3766, 3.7941, 22.4901, 0.0023, 0.0017, 0.0031
O, 2.3117, 5.9121, 17.6862, 0, 0.0004, 0.0054
O, 0.4711, 2.7209, 20.8722, 0.0011, 0.0012, 0.002
O, 1.8456, 7.5692, 22.4592, -0.0023, 0.0036, 0.002
O, -1.3072, 6.9699, 17.4997, 0, -0.0129, 0.0012
O, -2.2621, 16.0353, 19.0542, -0.0028, 0.0037, -0.0035
O, 9.2066, 6.6448, 27.1052, 0.0111, 0.0129, -0.0103
O, 4.9635, 7.5215, 18.8087, 0.0023, 0.0013, -0.0068
O, 2.6628, 6.1054, 20.3933, 0.0009, -0.0022, 0.0024
O, 13.8229, 9.6427, 15.1789, -0.0084, 0.0005, 0.0031
O, 8.7233, 8.7468, 16.3045, 0.0002, 0.006, -0.0069
O, 3.1885, 9.4321, 19.7013, -0.0001, 0.0017, -0.0051
O, 2.7953, 3.9071, 15.9196, 0.0081, 0.0049, -0.0026
O, 3.6578, 5.7246, 22.817, -0.0025, 0.0005, 0.0042
O, 11.0101, 8.5534, 22.4439, 0.0044, 0.0024, 0.0066
O, 4.5809, 9.7943, 17.5222, 0.0045, 0.0003, 0.0056
O, 11.2866, 5.3591, 26.0221, -0.0039, 0.0122, 0.007
O, -0.2653, 4.5335, 17.2374, -0.0027, 0.0022, -0.001
O, 4.1272, 0.1246, 21.5613, 0.0009, 0.0033, 0.0004
O, 1.9501, 0.9044, 25.2058, 0.0023, -0.0016, 0.006
O, 7.9401, 1.4753, 18.5278, -0.0018, 0.0045, 0.0011
O, 6.0759, 1.5425, 20.3758, -0.0003, 0.0004, -0.0012
O, 5.5218, 9.1816, 26.5269, -0.0065, -0.0064, -0.0216
O, 5.1266, 4.8376, 24.8196, -0.0009, 0.0068, 0.0056
O, 7.0428, 3.8136, 19.3732, 0.0025, -0.0009, -0.0019
O, 8.6547, 2.315, 23.788, 0.0038, 0.0027, -0.001
O, 3.5239, 2.7889, 24.1504, 0.0001, 0.002, 0.0046
O, 10.1056, 7.419, 24.7197, -0.0004, 0.0082, -0.0048
O, 10.3027, 5.2245, 13.0409, -0.0112, -0.0004, -0.0074
O, 5.7696, 7.715, 16.3019, 0.0112, -0.0017, -0.0028
O, 0.2872, 5.7845, 19.3843, -0.0006, 0.0008, -0.0003
O, 8.7547, 9.396, 23.4191, 0.0052, -0.0111, 0.0043
O, 7.1145, 6.1023, 17.9671, 0.0048, 0.0008, -0.0052
O, 7.3953, 2.6195, 16.103, -0.0006, 0.0001, 0.0355
O, 1.5303, -0.84, 21.6181, 0.0026, 0.0013, 0.0012
O, 6.207, 6.4533, 22.9693, 0.0046, -0.0002, 0.003
O, 5.437, 2.3279, 28.8101, -0.0006, 0.0069, -0.003
O, 2.3094, 1.0704, 19.8949, -0.0014, -0.0001, -0.0038
O, 8.5447, 2.3744, 21.0602, -0.0013, 0.0012, -0.0045
O, 7.5054, 0.224, 24.8398, 0.0001, -0.0041, 0.0028
O, 3.7481, 9.93, 24.71, 0.0002, -0.0024, 0.0101
O, 1.1518, 4.9681, 22.2815, 0.0033, 0.0003, 0.0029
O, 6.169, 9.0598, 24.0003, 0.0084, 0.0038, 0.001
O, 4.4453, 7.3473, 24.807, 0.0012, -0.0027, 0.0093
O, 4.7736, 5.3733, 17.0967, 0.012, 0.0076, -0.0036
O, 7.8301, 4.4622, 22.5506, 0.0007, 0.0039, 0.0016
O, 0.467, 13.0231, 18.2977, -0.009, 0.0014, -0.007
O, 13.8355, 3.7688, 19.2559, 0.001, -0.0039, -0.003
O, 6.5062, 10.2062, 15.8018, -0.006, -0.009, -0.013
O, 8.845, -4.0018, 22.4997, -0.0043, 0.0009, 0.0077
O, 7.3402, 6.157, 20.5597, 0.0041, -0.0018, -0.0001
O, 10.7654, 2.8334, 26.7811, 0.0146, 0.0057, 0.0041
O, 6.1595, 2.4535, 24.7275, -0.0055, 0.0051, 0.0114
O, 1.5491, 3.4774, 25.8343, 0.0063, -0.0059, -0.001
O, 8.2168, 2.1836, 26.465, -0.0065, -0.002, -0.0086
O, 8.2575, 9.9118, 13.896, -0.0006, 0.0004, 0.032
O, 1.9844, 9.6453, 26.6507, 0.003, 0.0004, -0.0015
O, 8.81, 0.3699, 16.1959, -0.0043, -0.0096, -0.0116
O, 0.9661, 2.5652, 23.4217, -0.0024, 0.0043, -0.0025
O, 1.163, 9.5177, 24.1518, 0.0019, -0.0023, -0.0009
O, 9.8138, 2.5448, 17.0549, 0.0259, 0.0171, -0.012
O, 5.799, -1.117, 19.9416, 0.0002, 0.0027, 0.0015
O, 6.7999, 10.8251, 22.2271, -0.0022, -0.0012, 0.0064

Results
free energy: -173372.573 eV
free energy less fixed offsets of O -568.88, Si -635.61 eV per atom: -2.793 eV

The program warned: the cutoff lies below the one the program advises for these potential files; the forces do not sum to zero within the program's tolerance; the exchange-correlation potential is rough where the density is thin.
